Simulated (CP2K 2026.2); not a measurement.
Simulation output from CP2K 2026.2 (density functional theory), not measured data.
Periodic cell of 432 atoms, Si324O108, from a study of silicon, its oxide and their interface. The atomic structure is a simulated model.
Doubt: the forces sum to 1.43 eV/angstrom along one axis rather than to zero, so they err by at least 0.0033 eV/angstrom per atom on average; the grid cutoff is modest.

Settings: functional PBE; method Gaussian and plane waves; basis set DZVP-MOLOPT-SR-GTH; pseudopotentials GTH-PBE; grid cutoff 350 Ry, relative cutoff 50 Ry; k points Gamma only; occupations fixed; spin none; net charge 0.

Cell vectors (angstrom)
a	16.32	0	0
b	0	16.32	0
c	-0.1728	2.7887	29.4677

Atoms and the computed forces on them: element, x, y, z (angstrom), force x, y, z (eV/angstrom)
Si	1.484	17.5	29.441	-0.161	0.079	0.699
Si	3.722	1.528	0.078	0.28	-0.081	0.69
Si	1.509	3.732	0.126	-0.018	0.275	0.74
Si	4.338	6.554	0.004	-0.203	0.073	0.75
Si	1.127	9.767	0.02	0.169	-0.129	0.787
Si	3.963	12.575	0.019	-0.043	-0.18	0.722
Si	6.953	14.683	0.185	-0.081	0.313	0.659
Si	9.808	1.161	0.02	-0.19	0.147	0.764
Si	6.384	7.153	29.44	0.134	-0.223	0.76
Si	9.185	9.847	29.398	0.156	-0.198	0.747
Si	7.055	9.178	0.099	-0.041	0.149	0.792
Si	9.208	12.491	0.113	0.183	-0.188	0.713
Si	11.868	15.163	0.047	0.286	-0.032	0.73
Si	14.692	1.758	0.209	-0.06	-0.143	0.678
Si	12.621	4.058	0.049	-0.28	-0.007	0.679
Si	14.768	6.947	0.2	0.306	-0.096	0.712
Si	12.579	9.25	0.056	-0.283	0.211	0.712
Si	15.173	11.902	0.033	-0.054	0.246	0.761
Si	2.663	16.279	1.428	-0.015	-0.019	-0.038
Si	5.395	2.737	1.26	0.016	-0.03	-0.061
Si	2.727	5.393	1.295	0.008	-0.007	-0.047
Si	5.476	8.067	1.398	-0.022	-0.015	-0.045
Si	2.754	10.932	1.256	0.003	0.025	-0.051
Si	5.417	13.595	1.534	-0.016	0.021	-0.011
Si	8.171	16.347	1.322	-0.007	0.032	-0.052
Si	10.97	2.787	1.26	0.01	-0.003	-0.055
Si	8.181	5.476	1.268	-0.023	0.01	-0.058
Si	10.895	8.18	1.319	0.01	-0.006	-0.032
Si	8.128	10.845	1.387	-0.008	-0.018	-0.032
Si	10.802	13.612	1.418	0.01	-0.015	-0.067
Si	13.507	16.359	1.304	0.023	-0.068	-0.06
Si	16.285	2.749	1.575	0.017	-0.019	-0.02
Si	13.658	5.452	1.581	0.003	-0.008	-0.024
Si	0.048	8.173	1.377	0.006	0.027	-0.005
Si	13.632	10.837	1.411	-0.004	-0.008	-0.049
Si	0.033	13.553	1.251	-0.04	0.034	-0.043
Si	1.304	1.29	2.812	0.004	-0.01	0.022
Si	4.076	4.058	2.709	-0.012	0.009	0.023
Si	1.408	6.785	2.688	0.002	-0.021	-0.013
Si	4.084	9.519	2.639	-0.007	0.019	-0.02
Si	1.386	12.246	2.694	-0.004	-0.031	0.005
Si	4.077	15.01	2.813	0.003	0.023	0.019
Si	6.783	1.395	2.639	-0.014	0.003	0.006
Si	9.532	4.086	2.62	0.001	-0.008	-0.032
Si	6.848	6.755	2.757	0.014	-0.013	0.026
Si	9.564	9.543	2.72	-0.001	-0.015	0.011
Si	6.761	12.16	2.793	0.01	-0.012	0.017
Si	9.464	14.986	2.773	-0.01	-0.012	0.018
Si	12.229	1.404	2.731	-0.011	0.021	0.008
Si	15.014	4.135	2.926	0	0.023	0.031
Si	12.182	6.81	2.767	-0.014	0.019	0.031
Si	14.98	9.485	2.783	-0.002	-0.014	0.013
Si	12.239	12.243	2.693	-0.005	0.005	-0.002
Si	14.95	14.959	2.591	0.02	0.011	-0.014
Si	16.253	16.252	4.099	-0.007	-0.019	0.011
Si	2.717	2.699	4.087	0.007	0.023	-0.031
Si	0.074	5.507	4.168	-0.011	0.015	0.012
Si	2.746	8.166	4.039	0.011	0.005	-0.008
Si	0.029	10.887	4.083	0.021	0.007	-0.03
Si	2.709	13.598	4.103	-0.027	-0.006	-0.022
Si	5.467	16.378	4.092	-0.004	-0.016	-0.006
Si	8.162	2.736	4.009	0	-0.001	-0.014
Si	5.45	5.406	4.085	0.012	0.006	-0.026
Si	8.193	8.162	4.079	-0.032	0.005	-0.024
Si	5.398	10.821	4.109	0.004	0.001	0.014
Si	8.128	13.582	4.102	-0.006	0.025	-0.007
Si	10.864	16.351	4.089	0.009	0.01	-0.034
Si	13.593	2.718	4.14	0.002	-0.051	-0.016
Si	10.836	5.421	4.079	0.007	0.006	-0.014
Si	13.583	8.15	4.117	0.026	-0.002	-0.016
Si	10.902	10.897	4.089	-0.024	-0.019	-0.008
Si	13.616	13.616	4.018	0.018	0.012	-0.014
Si	1.336	14.992	16.299	0.029	0.015	0.026
Si	4.095	17.674	16.305	-0.027	0.011	0.04
Si	1.379	4.101	16.341	0.011	0.015	0.017
Si	4.017	6.762	16.232	0.022	-0.001	-0.023
Si	1.332	9.51	16.284	-0.02	-0.025	0.027
Si	4.124	12.304	16.225	0.002	-0.009	-0.019
Si	6.806	14.955	16.375	-0.009	0.008	0.013
Si	9.486	17.637	16.29	0.009	0.005	0.005
Si	6.865	4.052	16.238	-0.009	-0.005	0.018
Si	9.578	6.823	16.272	0	-0.018	-0.001
Si	6.797	9.508	16.305	0.006	0.014	0.015
Si	9.487	12.221	16.413	-0.014	0.016	0.062
Si	12.225	14.933	16.331	-0.009	-0.023	0.017
Si	14.998	17.713	16.282	-0.006	0	0.003
Si	12.239	4.073	16.293	0.015	0.012	0.013
Si	14.973	6.815	16.322	0.013	0.015	0.039
Si	12.221	9.539	16.384	-0.002	0.008	0.013
Si	14.872	12.216	16.299	0.002	-0.008	-0.008
Si	2.707	16.343	17.684	-0.001	0.005	-0.066
Si	5.546	2.684	17.606	0.016	-0.024	-0.051
Si	2.725	5.478	17.718	-0.032	0.022	0.004
Si	5.374	8.103	17.54	-0.025	-0.009	-0.014
Si	2.753	10.939	17.487	-0.001	-0.009	-0.037
Si	5.409	13.603	17.712	-0.014	0.018	0.015
Si	8.17	16.318	17.748	0.001	0.014	0.019
Si	10.853	2.677	17.6	-0.014	0.001	-0.036
Si	8.247	5.419	17.561	0.032	-0.025	-0.036
Si	10.869	8.153	17.733	-0.006	0	0.013
Si	8.117	10.806	17.772	0.013	-0.005	-0.04
Si	10.863	13.614	17.767	0.009	-0.002	-0.023
Si	13.635	16.338	17.592	0.019	0	-0.016
Si	0.026	2.733	17.688	-0.006	-0.028	0.008
Si	13.61	5.431	17.648	-0.003	-0.008	-0.047
Si	0.002	8.169	17.724	0.043	-0.001	-0.025
Si	13.552	10.907	17.777	0.013	0.034	0.019
Si	16.212	13.626	17.576	-0.004	0.009	-0.042
Si	1.354	17.708	19.085	0.02	-0.01	0.056
Si	4.208	4.084	18.894	0.01	0.049	0.022
Si	1.374	6.822	19.16	-0.014	-0.01	0.081
Si	4.022	9.525	18.83	0.012	0.019	0.003
Si	1.356	12.286	18.77	-0.02	-0.008	0.013
Si	4.057	14.98	19.073	0.013	0.008	0.08
Si	6.809	17.661	19.121	-0.009	-0.007	0.073
Si	9.535	4.035	18.976	-0.012	0.018	0.029
Si	6.793	6.731	18.802	-0.001	-0.008	-0.003
Si	9.491	9.406	19.187	-0.028	-0.01	0.052
Si	6.704	12.212	19.094	-0.019	-0.035	0.043
Si	9.549	15.037	19.164	0.048	-0.015	0.067
Si	12.272	17.682	18.912	0.005	-0.003	0.038
Si	14.989	4.096	19.023	-0.003	0.008	0.048
Si	12.249	6.772	19.033	-0.012	-0.008	0.052
Si	14.939	9.54	19.1	-0.025	-0.007	0.068
Si	12.178	12.237	19.2	-0.03	-0.028	0.049
Si	14.907	14.98	19.01	-0.017	-0.023	0.038
Si	0.161	16.103	20.346	-0.117	0.192	-0.728
Si	3.087	2.547	20.179	-0.206	-0.073	-0.734
Si	16.051	5.665	20.41	0.304	-0.118	-0.717
Si	2.463	8.584	20.3	0.079	-0.269	-0.73
Si	0.266	10.826	20.187	-0.25	-0.016	-0.617
Si	2.347	13.838	20.188	0.193	0.004	-0.709
Si	5.179	16.543	20.443	0.216	-0.157	-0.714
Si	7.989	2.945	20.384	0.165	-0.208	-0.705
Si	5.791	5.188	20.232	-0.198	0.073	-0.689
Si	7.763	8.208	20.306	0.423	-0.208	-0.54
Si	5.539	10.519	20.292	-0.216	0.388	-0.591
Si	8.353	13.349	20.287	-0.134	0.181	-0.79
Si	11.189	16.282	20.432	-0.268	0.016	-0.703
Si	13.405	2.906	20.251	0.174	-0.134	-0.753
Si	11.151	5.119	20.276	-0.16	0.199	-0.682
Si	13.803	7.889	20.372	-0.114	0.244	-0.708
Si	10.543	11.053	20.501	0.344	-0.224	-0.741
Si	13.297	13.941	20.406	0.105	-0.152	-0.777
Si	3.954	13.924	25.034	-0.005	0.107	0.029
Si	13.163	15.859	24.695	0.087	0.151	0.045
Si	5.755	13.893	27.444	-0.006	0.104	0.212
Si	2.202	10.269	24.426	-0.05	0.018	0.014
Si	10.331	7.31	24.688	0.017	-0.056	0.02
Si	10.313	4.894	23.138	0.018	-0.002	0.068
Si	8.736	14.365	26.794	0.077	-0.105	0.042
Si	1.159	14.575	24.987	0.022	-0.067	0
Si	10	18.319	22.622	-0.002	0.024	-0.161
Si	1.933	17.574	24.713	0.086	-0.134	-0.049
Si	13.614	9.376	22.954	0.054	-0.065	0.023
Si	10.829	9.871	23.487	-0.084	0.095	-0.103
Si	4.286	9.218	22.578	-0.038	0.046	-0.23
Si	15.664	18.827	27.778	0.216	-0.041	-0.007
Si	2.383	12.767	23.02	-0.021	0.051	-0.078
Si	13.629	16.63	27.648	-0.052	-0.074	0.034
Si	11.304	8.882	27.273	-0.022	0.026	0.207
Si	-0.057	8.29	27.51	-0.004	0.036	0.055
Si	15.984	2.958	24.924	0.016	-0.005	0
Si	10.006	16.057	24.397	-0.07	0.014	0.001
Si	12.384	11.836	26.595	-0.076	-0.027	0.042
Si	6.311	6.974	22.512	0.111	0.007	-0.215
Si	14.747	17.513	22.586	0.008	0.03	-0.172
Si	5.762	15.859	23.501	0.039	-0.026	-0.128
Si	7.91	5.715	24.637	0.143	0.014	-0.019
Si	16.156	8.136	24.496	-0.041	-0.066	0.006
Si	5.435	2.941	27.649	-0.08	-0.046	0.056
Si	7.579	5.087	27.579	0.069	0.138	0.002
Si	4.739	18.358	24.797	-0.156	-0.068	-0.043
Si	2.185	10.576	27.425	0.018	-0.031	0.106
Si	14.746	13.205	25.166	0.042	-0.014	0.098
Si	0.556	5.269	23.388	0.029	0.027	-0.102
Si	2.783	3.313	23.009	-0.023	-0.048	0.04
Si	8.292	14.216	23.141	-0.081	0.036	0.012
Si	14.834	12.088	22.319	0.029	0.058	-0.06
Si	9.824	12.231	25.054	-0.015	0.041	0.046
Si	1.331	14.934	5.458	0.003	0.012	0.001
Si	4.088	1.375	5.459	0.008	-0.002	0.006
Si	1.396	4.078	5.471	0.005	-0.004	-0.004
Si	4.1	6.805	5.419	-0.009	-0.004	-0.014
Si	1.381	9.515	5.429	-0.004	-0.015	-0.012
Si	4.064	12.224	5.45	-0.005	-0.004	-0.007
Si	6.787	14.967	5.445	-0.008	-0.002	0.004
Si	9.498	1.385	5.425	-0.029	0.004	-0.004
Si	6.817	4.064	5.431	-0.007	-0.019	-0.001
Si	9.514	6.792	5.454	0	0.004	-0.004
Si	6.802	9.492	5.444	0.014	-0.003	-0.002
Si	9.521	12.243	5.443	0	0.003	-0.007
Si	12.249	14.969	5.407	0.015	-0.003	-0.011
Si	14.941	1.331	5.466	0.006	0.006	0.01
Si	12.215	4.084	5.455	-0.004	0.008	-0.005
Si	14.965	6.823	5.482	0	0.006	0.008
Si	12.245	9.533	5.459	-0.001	-0.004	-0.003
Si	14.966	12.256	5.413	-0.014	0.007	-0.014
Si	2.711	16.314	6.789	-0.008	-0.001	-0.007
Si	5.456	2.724	6.811	0.005	0	-0.005
Si	2.75	5.453	6.806	0.004	-0.006	-0.009
Si	5.448	8.143	6.81	0.009	-0.005	0.003
Si	2.717	10.869	6.815	0	0.012	0.002
Si	5.426	13.598	6.795	-0.006	0.003	-0.008
Si	8.159	16.327	6.791	0.003	-0.001	-0.003
Si	10.858	2.725	6.808	0.009	-0.002	-0.002
Si	8.154	5.433	6.808	-0.011	0.01	0
Si	10.88	8.157	6.801	0.002	-0.007	-0.006
Si	8.156	10.874	6.791	-0.012	-0.001	-0.006
Si	10.892	13.609	6.781	-0.009	0.001	-0.001
Si	13.582	16.305	6.819	0.011	0.01	-0.006
Si	0.003	2.71	6.796	-0.006	-0.007	-0.007
Si	13.596	5.437	6.807	0.01	-0.001	-0.008
Si	0.011	8.186	6.814	-0.021	0.006	0.001
Si	13.611	10.902	6.792	0.004	-0.007	0
Si	-0.016	13.586	6.822	0.014	0.002	-0.006
Si	1.36	1.354	8.157	0.01	0.014	-0.008
Si	4.1	4.09	8.165	0.015	0.02	0.003
Si	1.37	6.807	8.155	-0.004	-0.01	-0.01
Si	4.086	9.512	8.164	-0.001	0.002	-0.003
Si	1.352	12.23	8.173	-0.018	-0.014	0.007
Si	4.066	14.954	8.154	-0.004	-0.012	-0.007
Si	6.806	1.354	8.163	-0.014	-0.007	0.003
Si	9.515	4.083	8.174	-0.003	-0.004	0.007
Si	6.802	6.79	8.173	-0.012	-0.012	0.008
Si	9.514	9.516	8.153	-0.004	-0.002	-0.002
Si	6.794	12.237	8.147	0.01	0.015	-0.006
Si	9.527	14.964	8.142	0.001	0.018	-0.004
Si	12.224	1.359	8.162	-0.006	-0.011	0.007
Si	14.96	4.07	8.153	-0.011	-0.015	-0.008
Si	12.239	6.802	8.162	0.009	0.01	-0.003
Si	14.964	9.543	8.164	0.02	0.005	-0.002
Si	12.241	12.249	8.15	0.014	0.005	-0.004
Si	14.949	14.954	8.175	-0.01	-0.007	0.009
Si	-0.003	16.319	9.522	0.002	0.001	0.002
Si	2.724	2.723	9.501	-0.004	-0.009	-0.004
Si	0.003	5.441	9.5	0.003	0.006	-0.001
Si	2.721	8.162	9.527	0.002	0	0.002
Si	-0.007	10.885	9.541	-0.008	0.001	0.009
Si	2.713	13.599	9.523	0.003	0.01	-0.001
Si	5.438	16.31	9.505	0.002	0.007	-0.001
Si	8.162	2.712	9.528	-0.008	-0.001	0.005
Si	5.447	5.437	9.538	0.003	-0.003	0.01
Si	8.162	8.16	9.523	-0.002	-0.001	-0.003
Si	5.441	10.88	9.52	-0.004	-0.003	0.003
Si	8.16	13.599	9.494	-0.004	-0.014	-0.003
Si	10.873	16.315	9.522	0.001	-0.002	0.004
Si	13.599	2.716	9.514	0.013	0.013	-0.005
Si	10.882	5.444	9.527	0.002	-0.002	0.001
Si	13.599	8.17	9.507	-0.003	-0.009	-0.002
Si	10.879	10.881	9.5	-0.001	0.004	-0.006
Si	13.588	13.597	9.53	0.002	0.002	0.006
Si	1.355	14.961	10.885	-0.002	-0.012	0.008
Si	4.081	1.358	10.852	0.002	0.004	-0.005
Si	1.361	4.081	10.858	0.001	0	-0.004
Si	4.081	6.803	10.883	0.005	-0.008	-0.001
Si	1.356	9.52	10.889	-0.004	0	0
Si	4.076	12.239	10.879	-0.002	0	-0.002
Si	6.8	14.95	10.861	0	0.005	-0.002
Si	9.519	1.349	10.887	0.004	-0.001	0.003
Si	6.805	4.071	10.887	-0.006	0.01	0.006
Si	9.524	6.805	10.887	-0.009	0.007	0.007
Si	6.803	9.523	10.883	0.002	-0.003	0
Si	9.518	12.239	10.854	0.005	0.002	-0.01
Si	12.228	14.956	10.886	0.003	0	0.005
Si	14.956	1.359	10.88	-0.005	0.001	0.006
Si	12.25	4.082	10.877	0.003	-0.012	0.004
Si	14.96	6.804	10.854	-0.002	0.002	-0.011
Si	12.233	9.524	10.866	0.008	0.004	-0.008
Si	14.945	12.242	10.894	0.002	0.001	0.004
Si	2.726	16.335	12.224	0.02	0.019	-0.008
Si	5.438	2.699	12.224	-0.011	-0.009	-0.004
Si	2.717	5.434	12.224	-0.003	-0.001	0.002
Si	5.441	8.163	12.24	-0.003	0.004	0.007
Si	2.711	10.888	12.244	0.001	-0.006	0.006
Si	5.445	13.598	12.231	0.006	-0.004	-0.003
Si	8.158	16.294	12.234	-0.017	-0.008	0
Si	10.895	2.711	12.229	0.003	0.011	0
Si	8.164	5.438	12.238	-0.005	-0.015	0.002
Si	10.884	8.172	12.243	0.015	0.007	-0.003
Si	8.175	10.886	12.229	0.008	0.017	-0.004
Si	10.858	13.59	12.234	-0.012	-0.017	-0.005
Si	13.594	16.316	12.238	-0.004	-0.003	0.003
Si	0.002	2.732	12.226	0.01	0.004	-0.007
Si	13.613	5.453	12.228	0.015	0.019	-0.005
Si	-0.021	8.159	12.229	-0.005	-0.017	-0.002
Si	13.574	10.88	12.241	-0.004	-0.01	-0.003
Si	-0.013	13.604	12.245	-0.005	0.004	0.005
Si	1.375	1.386	13.58	-0.003	-0.012	0.004
Si	4.081	4.065	13.571	0.008	-0.009	0.001
Si	1.34	6.788	13.568	-0.004	0.012	-0.008
Si	4.079	9.529	13.594	0.004	0.001	0.007
Si	1.338	12.241	13.607	0.002	0	0.004
Si	4.084	14.971	13.576	-0.018	0.007	0.001
Si	6.791	1.329	13.578	-0.004	0.015	-0.001
Si	9.544	4.078	13.575	0.001	-0.006	0.004
Si	6.8	6.797	13.597	0.005	0.002	0.003
Si	9.528	9.535	13.607	-0.02	0.008	-0.001
Si	6.825	12.252	13.586	-0.005	-0.018	-0.001
Si	9.504	14.933	13.612	0.02	-0.009	0.002
Si	12.236	1.346	13.605	0.008	0.004	0.009
Si	14.967	4.091	13.59	-0.008	0.005	-0.003
Si	12.265	6.822	13.59	0.002	-0.025	-0.001
Si	14.932	9.518	13.591	0.004	-0.001	0.004
Si	12.198	12.226	13.599	-0.002	0.023	-0.004
Si	14.947	14.961	13.604	0.008	-0.009	0.01
Si	0.011	16.347	14.92	-0.001	0.005	0.003
Si	2.734	2.734	14.964	-0.013	0.009	0.012
Si	0.005	5.445	14.964	0.02	-0.009	0.018
Si	2.684	8.159	14.908	-0.001	-0.001	0
Si	-0.044	10.874	14.954	0.002	0.011	0
Si	2.702	13.638	14.926	0.002	0.001	0.003
Si	5.447	16.296	14.968	0.028	-0.007	0.024
Si	8.183	2.684	14.891	0.017	0.015	-0.013
Si	5.44	5.409	14.93	-0.013	-0.002	0.005
Si	8.168	8.164	14.945	-0.006	-0.009	0.003
Si	5.473	10.89	14.928	-0.005	0.004	-0.005
Si	8.157	13.583	15.009	-0.02	-0.004	0.011
Si	10.872	16.288	14.958	-0.015	-0.009	0.002
Si	13.606	2.726	14.938	-0.001	-0.003	-0.001
Si	10.914	5.446	14.922	-0.003	0.001	0.003
Si	13.59	8.182	14.993	-0.004	0.017	0.015
Si	10.856	10.89	15.012	0.015	-0.014	0.026
Si	13.554	13.59	14.936	0.006	0.001	0.004
O	0.177	5.014	21.835	0.157	-0.265	0.1
O	5.897	17.874	28.33	-0.4	-0.193	-0.338
O	5.048	13.433	26.082	-0.066	-0.439	-0.075
O	7.933	16.422	29.171	-0.075	0.106	-0.473
O	9.51	15.276	23.056	0.298	0.084	-0.357
O	3.268	8.302	21.691	0.003	-0.49	0.262
O	12.316	4.043	20.694	-0.082	0.034	0.432
O	2.819	12.997	21.498	0.545	-0.255	0.166
O	14.639	17.706	28.308	-0.192	0.132	0.696
O	10.654	2.773	28.961	-0.118	-0.125	-0.329
O	7.713	13.85	21.695	-0.739	0.32	0.064
O	4.022	3.492	28.208	-0.436	0.016	-0.303
O	7.115	6.545	28.103	0.297	0.386	-0.511
O	11.399	12.477	25.447	0.388	0.268	-0.171
O	0.516	6.993	28.27	-0.173	-0.156	-0.49
O	15.795	16.627	21.731	-0.015	-0.149	0.359
O	2.428	5.414	29.071	0.046	-0.121	-0.484
O	6.063	12.569	28.3	-0.442	-0.408	-0.132
O	12.006	12.546	28.017	-0.413	0.388	-0.262
O	1.135	2.475	25.412	0.167	0.412	0.397
O	14.003	13.35	21.755	-0.225	0.35	0.564
O	8.769	4.79	23.625	-0.162	-0.435	-0.063
O	3.541	10.092	28.162	0.354	0.033	-0.356
O	4.081	17.709	20.784	-0.137	-0.106	0.395
O	16.141	13.928	25.665	0.061	-0.08	0.519
O	15.473	3.916	28.519	0.334	0.094	-0.285
O	13.519	10.874	29.22	-0.09	-0.132	-0.255
O	4.236	3.157	23.722	0.39	0.521	0.002
O	14.857	8.742	23.753	-0.066	-0.109	-0.037
O	5.361	6.071	21.545	-0.521	-0.075	0.131
O	12.11	10.228	26.815	0.127	-0.122	-0.079
O	6.759	9.469	20.559	0.167	0.157	-0.027
O	13.125	8.362	21.785	-0.336	-0.331	0.037
O	7.159	14.603	27.076	-0.161	0.608	0.058
O	4.45	15.191	24.157	-0.389	0.415	-0.161
O	9.445	12.228	20.735	0.005	0.141	0.085
O	15.899	4.477	24.405	-0.336	0.294	0.17
O	3.594	9.613	23.966	0.378	-0.222	0.611
O	13.716	14.358	24.74	-0.319	-0.266	-0.362
O	2.031	4.622	23.614	0.41	0.206	0.361
O	9.006	12.81	26.347	-0.017	-0.479	0.415
O	15.16	12.327	23.872	0.342	-0.317	0.28
O	16.118	13.607	28.98	0.099	0.149	-0.463
O	13.631	16.629	26.042	0.019	0.479	-0.288
O	3.433	17.521	25.323	-0.052	-0.31	0.264
O	8.67	2.38	21.766	-0.275	0.059	0.346
O	1.095	16.198	24.855	-0.298	0.133	0.149
O	10.863	17.29	21.693	-0.033	-0.115	0.195
O	0.824	18.236	28.12	0.31	0.004	-0.357
O	9.036	4.7	28.16	0.057	0.274	-0.401
O	7.707	7.372	21.738	0.384	-0.169	0.336
O	14.154	15.194	28.184	-0.224	-0.348	-0.438
O	2.541	14.253	25.789	0.171	0.024	0.53
O	1.03	9.192	24.501	0.147	0.104	-0.199
O	9.672	17.604	24.048	-0.299	0.221	0.553
O	1.605	11.892	28.152	0.258	0.31	-0.316
O	2.767	3.547	21.424	-0.198	0.707	0.114
O	12.243	15.106	20.911	0.021	-0.065	0.373
O	7.539	4.941	25.987	-0.202	-0.479	-0.168
O	11.033	5.907	24.205	0.531	-0.102	0.282
O	9.894	10.677	24.557	-0.439	-0.493	0.156
O	1.367	13.943	23.503	-0.139	0.314	-0.54
O	13.971	2.204	21.603	0.175	0.257	0.344
O	2.073	18.156	23.19	-0.197	-0.153	-0.662
O	3.714	12.767	23.941	0.416	-0.424	-0.064
O	6.584	6.16	23.867	-0.559	-0.098	0.365
O	2.661	16.448	28.943	-0.082	-0.087	-0.273
O	13.934	12.215	26.191	0.439	-0.147	0.176
O	9.556	14.651	28.163	0.368	-0.194	-0.165
O	11.039	7.99	25.956	0.416	-0.23	-0.14
O	8.027	10.939	28.982	-0.059	0.01	-0.442
O	0.405	6.828	23.738	0.031	0.207	-0.171
O	15.025	8.944	28.308	-0.141	0.085	-0.2
O	10.851	10.529	22.013	-0.017	-0.203	0.225
O	5.668	15.961	21.886	0.084	-0.343	-0.006
O	15.149	2.779	26.274	-0.562	-0.004	-0.089
O	12.183	17.07	28.217	-0.435	-0.309	-0.224
O	16.145	11.837	21.407	0.233	0.274	0.141
O	11.566	15.84	24.647	0.178	-0.059	-0.034
O	4.726	14.861	28.241	0.132	-0.026	-0.323
O	13.989	10.731	22.166	-0.319	0.001	-0.218
O	1.117	9.384	27.491	0.018	0.144	0.17
O	10.819	3.355	23.015	0.69	0.015	-0.054
O	15.782	7.84	26.04	-0.442	-0.477	-0.035
O	9.23	15.429	25.672	-0.293	0.298	0.138
O	5.402	2.778	26.058	0.161	0.362	-0.334
O	12.071	7.862	28.287	0.131	0.099	-0.114
O	14.947	6.803	20.803	-0.212	0.14	0.142
O	15.516	18.342	23.716	0.021	-0.167	0.144
O	9.92	9.324	28.025	-0.12	-0.052	-0.418
O	1.323	9.692	20.723	-0.04	0.051	0.122
O	13.7	16.575	23.361	-0.089	-0.176	-0.315
O	12.392	9.757	23.945	0.115	0.024	0.64
O	1.718	11.332	23.312	-0.269	-0.299	-0.116
O	6.875	4.079	20.787	-0.191	0.14	0.415
O	2.441	10.935	25.88	0.194	0.548	-0.206
O	10.454	5.587	21.679	-0.244	0.551	0.069
O	7.038	14.93	23.895	-0.059	-0.122	0.541
O	9.007	12.945	23.844	0.064	-0.182	-0.362
O	10.291	8.351	23.445	-0.046	-0.24	-0.529
O	5.269	8.248	28.935	0.017	0.147	-0.478
O	6.526	4.016	28.139	0.183	0.057	0.715
O	5.825	17.359	24.123	0.372	0.097	0.188
O	13.515	5.684	29.023	0.029	0.019	-0.368
O	5.559	8.321	22.939	0.214	0.055	0.259
O	1.278	14.965	20.719	-0.055	-0.009	0.206
O	4.741	10.552	21.74	-0.318	0.537	0.414
O	8.798	6.99	25.078	-0.355	0.316	0.239

Results
total energy: -82019.433 eV
total energy less fixed offsets of O -438.35, Si -107.03 eV per atom: 0.087 eV
